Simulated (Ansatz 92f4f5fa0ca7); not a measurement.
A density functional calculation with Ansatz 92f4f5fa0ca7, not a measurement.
Periodic cell of 234 atoms, Si134O100, from a study of silicon, its oxide and their interface. The atomic structure is a simulated model.

Settings
functional: r2SCAN
potential files: Ansatz norm-conserving
basis: plane waves
wave-function cutoff: 1300 eV
density cutoff ratio: 4
exchange-correlation grid ratio: 1
k mesh: 2 x 2 x 1, shifted by 0.5 0.5 0.5 of a step
self-consistency stop: 5e-08 eV per atom in the density residual
occupations: Fermi-Dirac, 0.05 eV
spin: none
net charge: 0

Cell vectors (angstrom)
a, 11.5403, 0, 0
b, 0, 15.3871, 0
c, 2.1016, -8.1515, 21.9375

Atoms: element, x, y, z (angstrom)
Si, 1.1352, 0.3285, 0.1699
Si, 0.6446, 5.2528, -0.2538
Si, 1.1019, 9.6156, 0.0022
Si, 0.9521, 12.639, 0.4106
Si, 4.9694, 1.1134, 0.1194
Si, 4.6574, 5.2115, -0.2237
Si, 4.8087, 8.4243, -0.0729
Si, 4.7427, 12.5115, 0.4411
Si, 8.8964, 0.7939, -0.1159
Si, 8.3029, 5.2975, -0.5292
Si, 8.6194, 8.4555, -0.0982
Si, 8.4969, 13.0875, 0.0984
Si, 3.0207, 0.8352, 1.4502
Si, 2.6718, 5.0016, 1.1103
Si, 2.9004, 8.9154, 1.3329
Si, 2.8375, 12.4655, 1.7587
Si, 6.9495, 1.3022, 1.3001
Si, 6.6145, 4.9897, 1.1422
Si, 6.7186, 8.8615, 1.264
Si, 6.7251, 12.9094, 1.6249
Si, 10.7086, 1.0143, 1.3442
Si, 10.3019, 5.0654, 1.1251
Si, 10.6032, 8.8684, 1.1696
Si, 10.438, 12.6284, 1.4665
Si, 2.7874, 2.9977, 2.538
Si, 2.7286, 6.9074, 2.5814
Si, 2.9222, 10.5519, 2.9579
Si, 2.9677, 14.476, 2.9122
Si, 6.7647, 3.174, 2.6374
Si, 6.6444, 6.9169, 2.6299
Si, 6.776, 10.7691, 2.7242
Si, 6.8182, 14.839, 2.8299
Si, 10.5483, 3.0967, 2.5443
Si, 10.4749, 6.9369, 2.6031
Si, 10.5161, 10.6495, 2.7098
Si, 10.589, 14.5762, 2.7879
Si, 0.8987, 3.0482, 3.9796
Si, 0.8395, 6.9001, 4.0213
Si, 0.9052, 10.6409, 4.1304
Si, 0.9826, 14.5825, 4.1473
Si, 4.7319, 3.1479, 3.9146
Si, 4.667, 6.9392, 3.9894
Si, 4.8949, 10.6554, 4.1539
Si, 4.8986, 14.6857, 4.1646
Si, 8.6676, 3.1135, 4.0179
Si, 8.5742, 6.9185, 4.0502
Si, 8.6766, 10.6217, 4.1253
Si, 8.7208, 14.6495, 4.1724
Si, 0.9403, 1.1589, 5.4692
Si, 0.803, 4.9692, 5.3695
Si, 0.8921, 8.7453, 5.5474
Si, 1.042, 12.6218, 5.4087
Si, 4.7909, 1.2843, 5.3806
Si, 4.6024, 5.0398, 5.3492
Si, 4.7592, 8.7632, 5.5319
Si, 4.9021, 12.6731, 5.3107
Si, 8.6468, 1.2185, 5.46
Si, 8.5161, 4.9985, 5.4397
Si, 8.6784, 8.7224, 5.5727
Si, 8.8799, 12.6126, 5.3347
Si, 2.9251, 1.2989, 6.8191
Si, 2.6751, 5.1261, 6.7784
Si, 2.8163, 8.907, 6.949
Si, 3.0173, 12.7671, 6.6787
Si, 6.6785, 1.2651, 6.7723
Si, 6.4867, 5.0166, 6.7607
Si, 6.7111, 8.7608, 6.8558
Si, 6.8918, 12.6565, 6.4769
Si, 10.5242, 1.0103, 6.849
Si, 10.4468, 4.8975, 6.7957
Si, 10.5975, 8.6093, 7.0434
Si, 10.7375, 12.4953, 6.8204
Si, 2.5599, 3.2636, 8.1616
Si, 2.687, 6.9686, 8.3574
Si, 2.9457, 11.0211, 8.1699
Si, 3.1939, 14.6812, 8.0318
Si, 6.2683, 3.1532, 8.1981
Si, 6.5786, 6.8703, 8.2686
Si, 6.8485, 10.8557, 7.8766
Si, 6.9786, 14.5367, 7.7569
Si, 10.2141, 2.9503, 8.0957
Si, 10.5529, 6.5549, 8.4407
Si, 10.7337, 10.6265, 8.3079
Si, 10.7827, 14.3893, 8.1875
Si, 0.5094, 2.473, 9.4148
Si, 0.9497, 6.3335, 10.0059
Si, 1.1465, 10.9507, 9.7221
Si, 1.3254, 14.7686, 9.4128
Si, 4.2536, 3.7277, 9.7327
Si, 4.6295, 6.844, 9.6677
Si, 5.0391, 11.4167, 9.2056
Si, 5.2684, 14.4521, 9.2707
Si, 8.2129, 3.2993, 9.449
Si, 8.4899, 6.3307, 9.5938
Si, 8.6487, 10.9849, 9.3371
Si, 8.7226, 14.0658, 9.2723
Si, 11.2319, -0.7861, 13.8138
Si, 2.3244, 4.0534, 11.9509
Si, 3.7438, 11.4695, 13.4219
Si, 6.6456, 0.1518, 16.3938
Si, 13.1504, 13.1404, 11.8901
Si, 8.103, 8.6943, 11.6002
Si, 2.6961, -0.4117, 16.8178
Si, 11.4276, 1.0211, 19.04
Si, -0.1538, 3.3231, 16.9459
Si, 6.3686, 7.9243, 18.0497
Si, 8.2243, 7.4861, 15.9743
Si, 10.0366, 10.0825, 13.2446
Si, 5.4787, 2.8396, 17.1025
Si, 6.9572, 6.1386, 20.1482
Si, 2.3831, 9.1876, 14.4755
Si, -0.0411, 2.1825, 12.4994
Si, 7.3335, 0.6951, 10.9786
Si, 6.9026, -0.4548, 13.6676
Si, 12.5297, 8.831, 11.8153
Si, 7.3108, 1.5365, 18.9461
Si, 14.6996, 9.8845, 20.0729
Si, 10.8172, 5.8639, 15.8905
Si, 4.798, -1.6072, 15.0708
Si, 8.9039, 10.4797, 15.7843
Si, 2.786, 2.7152, 16.1979
Si, 5.1522, 9.2643, 11.5581
Si, 10.2217, 11.6389, 18.2671
Si, 8.6359, 3.7146, 20.1589
Si, 4.0894, 4.6897, 14.285
Si, 11.3274, -1.0888, 16.9614
Si, 6.0892, 10.3619, 19.8387
Si, -1.7768, 3.549, 14.542
Si, 12.0253, 9.2526, 18.9898
Si, 1.2733, 7.7312, 16.689
Si, 6.8941, 4.7314, 15.0415
Si, 8.7339, 12.6614, 13.7034
Si, 4.0035, 7.3394, 16.0723
Si, 14.3053, -0.3501, 19.6547
O, 7.3822, 6.3062, 15.1702
O, 10.5981, -2.4917, 17.2887
O, 0.5624, 6.3585, -1.5128
O, 0.4009, 3.7402, -0.872
O, 1.5233, 8.8067, -1.3654
O, 1.0061, 11.2307, -0.5155
O, 1.0007, 14.12, -0.3861
O, 11.5051, 2.4697, 18.3031
O, 9.0972, 10.8186, 17.3724
O, 8.3266, 11.8731, 15.1049
O, 4.7418, 6.8309, -0.4222
O, 1.3678, 3.4761, 16.3681
O, 4.0055, 13.5419, -0.6354
O, 6.1035, 2.5566, 18.5572
O, 5.5024, 11.4043, -0.5722
O, 9.2534, 1.6554, -1.5094
O, 10.7054, 0.0218, 17.9671
O, 4.5127, 10.5449, 19.4988
O, 8.5183, 6.9173, -0.6998
O, 6.7331, -3.5538, 20.1343
O, 10.1363, 3.9996, 20.7384
O, 6.9563, 0.8395, 20.332
O, -0.2133, 2.3497, 10.9038
O, 5.6954, 4.595, 13.9278
O, 1.4649, 5, 10.8962
O, 8.4178, 7.2437, 10.9627
O, 0.8497, 12.1312, 10.8493
O, 13.2937, 14.4907, 10.9951
O, -1.3745, 2.8298, 13.1683
O, 2.4644, 1.1134, 16.2666
O, 3.4537, 3.1822, 11.1152
O, 4.6635, 5.2719, 10.2041
O, 13.2523, 9.6658, 10.6185
O, 4.4601, 7.8861, 10.9846
O, 5.1706, 12.924, 9.9729
O, 5.3022, 10.2565, 10.3095
O, 7.1988, 0.6859, 12.5906
O, 5.8832, 15.6051, 10.3403
O, 7.8673, 2.1815, 10.6052
O, 12.9103, -1.2484, 17.2203
O, 9.7779, -1.48, 13.633
O, 11.3833, 9.8128, 12.4149
O, 8.3966, 4.7691, 10.2097
O, 8.4308, 9.8709, 10.5281
O, 8.5993, 12.5377, 9.9523
O, -1.1663, 2.6851, 15.8097
O, 7.4832, 0.3965, 17.7671
O, 0.4872, 7.4449, 11.1513
O, 3.1423, 5.0105, 13.0062
O, 9.0432, 8.8503, 12.917
O, 7.3692, 13.4208, 13.2424
O, 1.3038, 9.0073, 15.677
O, 12.302, 6.4733, 15.8028
O, 2.5763, 10.7913, 14.3373
O, 1.3343, 3.0361, 12.8053
O, 5.2857, -0.5734, 13.9009
O, 6.5885, 8.8168, 12.1404
O, 11.5043, 0.6376, 13.0607
O, 7.8057, 7.3827, 17.5331
O, 1.1923, 1.0054, 9.3058
O, 8.1587, 3.7886, 14.6257
O, 11.8354, 7.9926, 17.9539
O, 8.6287, 2.5015, 19.0647
O, 9.9199, 12.0642, 19.8209
O, -1.0411, 5.0068, 14.5517
O, 5.6688, 1.4637, 16.2137
O, 8.7472, 14.592, -0.5646
O, 10.2511, 10.1755, 14.872
O, 2.7916, 7.375, 17.1551
O, 15.0362, 8.473, 20.7803
O, 8.5168, -0.3465, 10.5795
O, 5.8796, 6.822, 19.1364
O, 10.7884, 4.8388, 17.1779
O, 13.6158, 9.5451, 18.9429
O, 3.3159, -1.2486, 15.5808
O, 12.877, 0.394, 19.4195
O, 4.4465, 10.1957, 12.7048
O, 7.6085, 0.0347, 15.0761
O, 11.2767, -0.5834, 15.4228
O, 4.7529, 12.2781, 14.4337
O, 5.3436, 7.8433, 16.8046
O, 5.6251, 0.1343, -1.0594
O, 4.0279, 5.8547, 15.4254
O, 4.2999, 2.3866, -0.6846
O, 13.4905, 8.504, 13.0721
O, 3.7585, 8.4323, 14.903
O, 6.2578, 4.1097, 16.4221
O, 8.0191, 5.0921, 19.5009
O, 6.6164, 9.4339, 18.6019
O, 8.0167, 9.087, 15.6066
O, 3.5223, 3.2511, 14.8413
O, 5.8028, -1.2783, 16.3473
O, 3.0308, 12.4957, 12.3746
O, 11.4436, 10.6008, 18.3481
O, 9.7951, 7.1096, 15.938
O, 9.3542, 11.4916, 12.7586
O, 15.0868, -0.4401, 18.2096
O, 10.6597, 1.2013, 20.4482
O, 12.3168, 13.5301, 13.2379
O, 3.8863, 3.1094, 17.3428

Results
free energy: -62187.840 eV
free energy less fixed offsets of O -463.61, Si -117.95 eV per atom: -21.540 eV

Forces (eV/angstrom), in the order of the atoms: element, x, y, z
Si, 0.1119, -0.4839, -0.5919
Si, -0.0936, -0.2615, -0.1459
Si, -0.01, 0.2874, -0.6136
Si, -0.0208, 0.1053, -0.9118
Si, -0.042, 0.0758, -0.3755
Si, -0.2215, 0.3846, -0.0794
Si, -0.0551, 0.1324, -0.5251
Si, 0.0129, -0.0826, -0.5801
Si, 0.2854, -0.0674, -0.5425
Si, -0.2179, 0.3212, -0.2309
Si, -0.1444, 0.3182, -0.4929
Si, 0.0639, -0.0155, -0.7021
Si, -0.0699, 0.0768, -0.2005
Si, 0.0355, -0.0641, -0.2487
Si, 0.1315, -0.0053, -0.2894
Si, 0.1149, 0.0229, -0.1306
Si, 0.127, -0.2507, -0.1322
Si, -0.193, 0.0153, -0.2959
Si, 0.0875, -0.1342, -0.1068
Si, -0.1624, -0.2016, -0.203
Si, 0.0595, 0.0652, -0.1827
Si, 0.1056, -0.0694, -0.366
Si, 0.0702, -0.0196, -0.2879
Si, -0.2259, 0.1221, -0.1833
Si, 0.0001, 0.0874, -0.2422
Si, 0.0563, -0.1581, 0.0294
Si, -0.0176, -0.1994, 0.2434
Si, 0.1507, 0.0904, 0.3449
Si, -0.0191, 0.1575, 0.079
Si, 0.0329, 0.1234, 0.0221
Si, -0.0436, -0.2025, -0.1121
Si, -0.0235, 0.0094, 0.0992
Si, 0.01, 0.0046, -0.2198
Si, -0.1638, 0.0733, -0.0722
Si, -0.0172, -0.0619, 0.0186
Si, -0.0349, 0.1715, 0.1311
Si, 0.0724, -0.05, 0.1657
Si, 0.0562, -0.1235, -0.0146
Si, -0.0268, -0.1675, 0.1539
Si, -0.1701, 0.0286, 0.0065
Si, 0.0499, -0.0687, 0.0023
Si, -0.0284, 0.0285, -0.1881
Si, -0.099, 0.1589, -0.0572
Si, -0.1489, 0.0985, -0.1492
Si, 0.0721, -0.0173, 0.0669
Si, -0.0177, -0.0319, -0.1229
Si, 0.1881, -0.0148, 0.0347
Si, 0.0479, 0.1107, -0.1478
Si, -0.0461, 0.0498, 0.0751
Si, 0.0637, 0.1083, -0.0786
Si, -0.0978, 0.0595, -0.031
Si, -0.0237, 0.0459, 0.0175
Si, -0.1634, -0.059, 0.1019
Si, 0.0741, 0.0091, 0.0948
Si, 0.106, -0.064, 0.0294
Si, 0.254, -0.1277, 0.1389
Si, 0.04, -0.0855, -0.1127
Si, 0.1137, 0.0118, 0.0318
Si, -0.1263, 0.0508, -0.0889
Si, -0.1973, 0.0418, 0.0054
Si, -0.1119, 0.1746, -0.1517
Si, 0.0651, 0.1413, -0.0312
Si, -0.0332, 0.0662, 0.1574
Si, -0.0359, 0.1547, -0.1516
Si, 0.078, 0.124, 0.0194
Si, -0.161, 0.0474, -0.0711
Si, -0.0751, -0.1345, 0.0377
Si, 0.1002, -0.1398, -0.2464
Si, 0.1256, -0.079, -0.228
Si, -0.0183, -0.1782, -0.1417
Si, 0.1205, -0.1048, 0.1685
Si, 0.0213, 0.0251, -0.0457
Si, -0.1879, -0.1593, 0.5408
Si, 0.0267, -0.0926, 0.0827
Si, 0.1161, -0.1862, 0.1902
Si, 0.1905, -0.0747, 0.3626
Si, 0.1423, 0.108, 0.4895
Si, 0.1831, 0.1215, 0.132
Si, -0.0786, 0.0491, 0.0612
Si, -0.0201, 0.0295, 0.2531
Si, -0.184, 0.0514, 0.4967
Si, 0.1276, 0.0765, 0.1902
Si, -0.0772, 0.0813, 0.1524
Si, -0.1478, -0.0008, 0.3845
Si, -0.0017, 0.1431, -0.0741
Si, -0.1084, 0.3, 0.1107
Si, 0.1336, -0.1769, 0.3106
Si, 0.107, 0.5979, 0.0403
Si, -0.2443, 0.0938, -0.0145
Si, -0.0339, -0.0468, 0.4455
Si, 0.151, 0.143, 0.8188
Si, 0.3076, -0.1985, 0.5039
Si, -0.0582, -0.0157, 0.2501
Si, -0.1907, -0.3261, 0.8346
Si, 0.0124, 0.1848, 0.7997
Si, 0.2366, -0.3127, 0.8595
Si, -0.2452, 0.0267, 0.3246
Si, 0.3047, 0.0269, 0.6256
Si, -0.0817, 0.1405, 0.6896
Si, 0.037, -0.2028, -0.1357
Si, 0.0743, 0.0954, 0.5916
Si, 0.2802, 0.0032, 0.1952
Si, 0.0052, -0.013, -0.5249
Si, -0.1307, 0.1205, -0.5061
Si, 0.0055, 0.0773, -0.1643
Si, 0.0853, -0.1945, -0.5763
Si, 0.1145, -0.1762, 0.0663
Si, -0.0331, 0.1729, 0.3884
Si, -0.1211, 0.1602, -0.1066
Si, -0.2865, 0.0833, -0.5419
Si, 0.0781, 0.2677, 0.4112
Si, -0.1677, -0.1499, 0.42
Si, 0.0817, 0.0922, 0.3419
Si, -0.0227, -0.0324, 0.212
Si, 0.0788, 0.0787, 0.5236
Si, -0.1486, -0.1162, -0.3954
Si, -0.0549, -0.1222, -0.0524
Si, 0.0398, 0.1005, -0.089
Si, -0.0585, 0.036, 0.0122
Si, -0.0617, 0.0239, 0.0636
Si, -0.0272, 0.0819, 0.0663
Si, -0.1605, 0.3214, 0.2204
Si, 0.0914, -0.0605, -0.8713
Si, 0.1409, -0.0312, -0.2927
Si, 0.1764, -0.068, 0.2454
Si, -0.0114, 0.0189, -0.2498
Si, 0.1351, -0.1482, -0.3809
Si, -0.12, 0.0851, 0.1289
Si, -0.1401, -0.4107, -0.5741
Si, 0.0768, -0.1151, -0.0961
Si, 0.0717, -0.0327, -0.1235
Si, -0.2262, 0.1899, 0.0966
Si, 0.0699, -0.0812, 0.0822
Si, 0.2244, 0.0356, -0.3479
O, 0.044, -0.005, 0.1564
O, -0.0534, -0.1474, 0.3916
O, 0.0286, -0.1615, 0.4497
O, 0.1811, 0.0249, -0.0974
O, -0.2266, 0.0335, 0.2632
O, -0.016, -0.4481, 0.9165
O, 0.107, 0.2741, 0.7966
O, -0.0276, -0.2807, 0.1536
O, 0.2017, 0.1231, 0.1097
O, 0.2765, -0.1437, -0.2079
O, -0.0052, -0.1034, 0.1673
O, -0.0788, -0.1923, 0.0299
O, 0.4478, -0.0284, 0.1194
O, 0.2258, -0.2473, 0.0623
O, -0.1723, 0.3564, 0.1167
O, -0.2125, -0.1762, 0.3879
O, 0.3042, 0.1605, 0.3458
O, 0.0894, -0.1675, 0.2616
O, 0.0741, 0.1066, 0.2425
O, -0.0408, -0.0568, 0.6715
O, -0.198, 0.1814, 0.2886
O, 0.0153, -0.0416, 0.4408
O, 0.3501, 0.1135, -0.3055
O, -0.2368, 0.0695, 0.2162
O, -0.1697, 0.3738, -0.3072
O, -0.0498, 0.1139, -0.3658
O, 0.1586, -0.3635, -0.3576
O, -0.2131, -0.2216, -0.5256
O, 0.318, -0.075, -0.1338
O, 0.098, -0.0769, 0.2116
O, 0.1343, 0.276, -0.2778
O, -0.2208, -0.1552, -0.332
O, -0.3448, 0.1814, -0.0883
O, 0.1658, -0.2309, -0.4711
O, -0.2591, -0.1634, -0.914
O, -0.0677, -0.0347, 0.2023
O, 0.0233, -0.098, -0.5493
O, -0.1849, -0.2081, -0.1076
O, -0.0822, -0.1884, -0.1473
O, -0.0301, 0.2058, 0.1104
O, 0.1153, -0.106, -0.0021
O, 0.0542, -0.1842, -0.168
O, 0.0607, 0.1673, -0.9361
O, 0.0248, 0.0124, -0.0762
O, 0.1117, -0.0376, -0.8881
O, 0.1329, 0.3051, 0.0581
O, -0.2215, 0.3474, 0.1783
O, 0.2255, -0.2129, -0.2918
O, -0.1693, -0.257, -0.32
O, -0.1435, 0.0713, -0.4654
O, 0.1722, 0.12, 0.0028
O, 0.2316, -0.2996, -0.0564
O, -0.1579, 0.1929, 0.216
O, 0.2027, -0.1609, -0.3765
O, 0.1008, 0.2222, -0.5289
O, 0.3131, -0.2322, 0.1665
O, 0.0115, 0.0311, -0.3055
O, 0.0106, 0.1066, -0.142
O, -0.3206, 0.1788, 0.0532
O, -0.206, -0.0524, 0.2461
O, 0.0794, 0.134, 0.1291
O, 0.2191, 0.4317, 0.2114
O, -0.1174, 0.1464, 0.3978
O, 0.4394, 0.1536, 1.1493
O, -0.0573, -0.1989, 0.2865
O, 0.1173, 0.0295, 0.2924
O, -0.1993, 0.1301, 0.5922
O, -0.3129, 0.0402, -0.3285
O, -0.1377, 0.1342, -0.2929
O, -0.1404, 0.2698, -0.1541
O, -0.2114, 0.0493, -0.3515
O, 0.4314, -0.0175, 0.2868
O, 0.079, -0.1549, -0.2779
O, 0.1014, 0.0551, 0.3764
O, 0.1646, 0.1488, 0.2254
O, 0.1017, -0.108, 0.0888
O, 0.1215, -0.3135, -0.4665
O, -0.3913, -0.0673, -0.0752
O, 0.0259, -0.105, -0.0387
O, -0.2219, 0.0158, -0.2598
O, 0.132, -0.0429, 0.3057
O, -0.3387, -0.0209, 0.3281
O, -0.0084, -0.0115, -0.217
O, 0.1284, -0.1202, -0.1066
O, -0.1619, 0.0984, -0.3673
O, -0.3795, -0.0244, -0.0232
O, -0.0602, -0.1456, -0.0167
O, -0.0159, -0.1588, 0.4297
O, -0.206, 0.1404, 0.5448
O, 0.2048, -0.007, 0.102
O, 0.0295, 0.2154, 0.0871
O, -0.0486, 0.2872, -0.2699
O, -0.2117, 0.0326, -0.2169
O, -0.1342, 0.0139, 0.3069
O, -0.1916, -0.0758, -0.0405
O, 0.1081, -0.2066, 0.0955
O, -0.3875, 0.0285, 0.3455
O, 0.0122, -0.3367, 0.383
O, 0.1642, -0.1193, -0.5084
O, 0.1448, -0.2315, -0.293
